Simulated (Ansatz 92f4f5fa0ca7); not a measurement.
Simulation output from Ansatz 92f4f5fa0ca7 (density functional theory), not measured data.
Periodic cell of 223 atoms, Si132O90P1, from a study of silicon, its oxide and their interface. The atomic structure is a simulated model.
Doubt: the cutoff is far below the 930 eV that the study's wrapper takes by default for these files, so forces and energies are approximate.
This geometry differs little from another in the collection (a relaxation step or a small displacement).

Settings: functional PBE; potential files Ansatz PAW; basis plane waves; wave-function cutoff 580 eV; density cutoff ratio 5; exchange-correlation grid ratio 1; k mesh 1 x 1 x 1, Gamma-centred; self-consistency stop 5e-08 eV per atom in the density residual; occupations fixed; spin none; net charge +1 e, with a uniform compensating background and no finite-size correction.

Cell vectors (angstrom)
a 10.938 0 0
b 0 10.938 0
c 0 0 32.1988

Atoms: element, x, y, z (angstrom)
Si 10.5816 0.2247 24.8656
Si 5.7325 10.6819 24.7423
Si 2.4757 2.9163 24.6381
Si 8.4211 2.4664 24.8266
Si 0.2703 5.1695 24.7565
Si 5.1517 5.7492 24.6886
Si 2.9292 8.01 24.5973
Si 7.9362 8.4372 24.7301
Si 1.3238 1.3848 26.0363
Si 6.8416 1.3105 26.1222
Si 4.0404 4.1058 25.9874
Si 9.6051 4.0595 26.0876
Si 1.3938 6.8292 26.0019
Si 6.7644 6.854 26.025
Si 4.0981 9.5361 25.999
Si 9.4584 9.5711 26.1496
Si 2.7225 -0.0055 27.344
Si 8.1534 -0.0202 27.5606
Si 0.0055 2.7166 27.4922
Si 5.435 2.7457 27.365
Si 2.7242 5.4667 27.4299
Si 8.181 5.4723 27.353
Si -0.0118 8.1841 27.3732
Si 5.4361 8.2003 27.4488
Si 4.0741 1.367 28.7421
Si 9.5709 1.3535 28.8534
Si 1.3635 4.111 28.8199
Si 6.8231 4.1046 28.7395
Si 4.0931 6.8187 28.808
Si 9.5494 6.8256 28.7476
Si 1.3609 9.5679 28.7348
Si 6.7785 9.5452 28.866
Si 0.0163 -0.0265 30.1679
Si 5.4191 0.0151 30.1653
Si 2.7361 2.7274 30.1577
Si 8.1817 2.75 30.1473
Si -0.0272 5.4753 30.1468
Si 5.4795 5.4578 30.155
Si 2.7164 8.2122 30.1308
Si 8.2003 8.1774 30.1651
Si 1.3711 1.3584 31.5347
Si 6.815 1.379 31.5073
Si 4.1142 4.0909 31.524
Si 9.5547 4.1053 31.52
Si 1.3501 6.8511 31.4933
Si 6.8406 6.8187 31.5435
Si 4.0698 9.5717 31.5262
Si 9.5748 9.5484 31.5271
Si 2.7307 -0.003 0.7197
Si 8.1897 0.0029 0.6581
Si -0.012 2.7365 0.6881
Si 5.4772 2.7315 0.7133
Si 2.7342 5.4945 0.6505
Si 8.2099 5.4537 0.7185
Si 0.0075 8.1879 0.7054
Si 5.4608 8.2121 0.6888
Si 4.115 1.3602 2.0808
Si 9.5492 1.3555 2.0432
Si 1.3723 4.1356 2.0162
Si 6.8505 4.0886 2.0919
Si 4.0987 6.8342 2.0529
Si 9.5781 6.8266 2.0766
Si 1.3755 9.552 2.0777
Si 6.8255 9.6006 2.046
Si -0.0354 -0.0262 3.3955
Si 5.4889 0.0143 3.4776
Si 2.7635 2.8085 3.3715
Si 8.1853 2.6755 3.4681
Si 0.0431 5.4763 3.4453
Si 5.476 5.4744 3.4184
Si 2.7659 8.2055 3.4559
Si 8.1984 8.2281 3.3798
Si 1.3959 1.38 4.6389
Si 6.8152 1.3659 4.9261
Si 4.1476 4.0963 4.8135
Si 9.5835 4.0762 4.7571
Si 1.4023 6.8484 4.8344
Si 6.842 6.8758 4.7411
Si 4.1359 9.5753 4.8375
Si 9.5382 9.5555 4.7925
Si 2.7547 0.0999 6.0849
Si 8.1848 -0.0507 6.2485
P 0.0281 2.6612 6.0102
Si 5.4498 2.7503 6.3155
Si 2.8 5.483 6.1762
Si 8.1942 5.4659 6.0804
Si -0.0074 8.2061 6.1597
Si 5.5293 8.2253 6.2243
Si 3.8104 1.5856 7.617
Si 9.8069 1.1532 7.4254
Si 1.5916 3.8078 7.2807
Si 6.6385 4.4301 7.5042
Si 4.3988 6.6531 7.5476
Si 9.3639 6.9717 7.4269
Si 1.1297 9.9254 7.3007
Si 7.1371 9.2446 7.6798
O 8.277 8.0926 7.8894
O 2.603 2.6936 7.9236
O 9.5163 1.3509 24.2736
O 4.046 6.8653 24.1353
O 0.0531 0.1176 7.9011
O 5.5182 5.5349 8.0354
O 6.8443 9.5715 24.2054
O 1.366 4.0627 24.1751
O 3.8692 7.4515 8.9069
O 0.6275 4.3567 8.4623
O 9.8048 6.2629 8.8544
O 2.012 9.3719 8.5572
O 7.4804 3.9605 8.8404
O 4.2568 0.9636 9.0828
O 6.73 9.5675 9.2325
O 9.2143 1.9533 8.7154
O 7.7029 3.1562 23.5276
O 10.4892 5.8467 23.4541
O 5.0839 0.4394 23.4099
O 5.8608 5.0938 23.3609
O 3.1 2.2059 23.2783
O 2.2934 8.7219 23.2334
O 8.6175 7.7553 23.396
O 0.2295 10.3281 23.6008
Si 4.3867 1.5714 22.4683
Si 3.4979 7.9185 14.0432
Si 7.1259 0.954 14.6609
Si 0.9415 9.3557 22.5236
Si 1.2067 4.2762 11.8707
Si 6.2751 8.9606 15.3263
Si 0.7052 1.34 12.2913
Si 8.6294 4.9482 20.5091
Si 0.3055 5.6923 9.3379
Si 5.1079 3.1177 17.9433
Si 0.8937 3.7398 16.7439
Si 10.4048 2.8416 19.2265
Si 5.2994 1.1979 10.352
Si 0.8905 0.1743 19.8493
Si 6.6524 9.4668 10.8793
Si 9.3443 9.6731 18.329
Si 9.3928 9.2472 12.5813
Si 6.5698 3.8472 22.5851
Si 2.4192 8.0432 9.3874
Si 10.5931 7.3614 17.0761
Si 2.518 6.2842 16.5872
Si 10.1941 4.4874 14.1763
Si 6.1452 9.1821 18.5204
Si 7.9648 2.5927 9.5762
Si 8.9054 2.1246 12.4516
Si 5.3458 6.2404 18.0679
Si 3.9277 0.5526 19.4685
Si 4.2979 3.8521 12.0545
Si 5.5521 6.6091 12.1502
Si 8.0189 2.4987 17.2194
Si 4.3697 2.4802 14.963
Si 1.5544 1.2024 15.258
Si 1.5702 9.3859 12.0568
Si 8.0603 6.8508 13.8758
Si 10.3888 9.8333 15.4942
Si 9.8051 7.0135 22.5514
Si 8.1149 5.4785 17.4072
O 6.0502 7.9693 11.2957
O 6.0269 9.2087 16.901
O 7.7069 1.3448 13.1894
O 0.9151 1.7265 13.8564
O 9.4319 6.2496 16.8722
O 6.7652 6.2065 13.1476
O 5.1361 4.655 18.6086
O 9.2335 2.1478 18.2735
O 2.3718 0.0911 19.084
O 9.4186 10.2316 16.7685
O 2.8093 4.4312 11.6804
O 5.0713 10.3181 19.1113
O 9.4498 3.2344 13.4762
O 0.4616 1.7629 19.9567
O 3.1682 1.3568 15.06
O 8.1707 5.3748 19.0212
O 3.8992 6.5976 17.395
O 4.59 3.2741 16.3826
O 9.0798 5.6624 14.2942
O 5.4478 2.7613 22.1436
O 10.6967 4.1482 15.6683
O 0.3395 3.8617 18.2734
O 10.4329 10.507 19.2222
O 9.6493 10.0285 14.0322
O 10.9053 8.1215 22.0962
O 1.1985 2.1563 16.5217
O 9.7355 3.7467 20.4143
O 8.1473 4.026 16.6789
O -0.0426 9.092 11.911
O 6.5919 2.4137 18.0079
O 5.5914 10.7322 11.1906
O 7.7559 9.5896 18.8472
O 10.0539 1.0105 12.0429
O 1.387 6.8504 9.0139
O 0.6372 4.7592 13.3215
O 5.7159 7.6182 18.9814
O 5.253 5.0975 11.516
O 2.7193 6.9719 15.1204
O 0.9578 2.7102 11.4522
O 0.8725 10.6768 15.5468
O 2.3751 8.5168 10.9274
O 4.7399 2.4522 11.2663
O 4.2477 3.5175 13.6765
O 2.214 4.674 16.4946
O 10.7078 8.2446 15.6954
O 6.9248 10.2878 14.6632
O 2.3511 8.9426 13.4323
O 8.0335 1.5181 15.9055
O 4.131 6.9928 12.8565
O 4.1827 2.0049 18.7227
O 7.2945 4.4157 21.262
O 8.4363 2.8996 11.0916
O 1.182 6.8564 17.3584
O 5.6671 1.5897 14.7175
O 8.1397 9.7647 11.5853
O 9.206 6.2828 21.2378
O 8.951 7.7185 12.8509
O 1.6708 0.0881 11.8629
O 6.6488 6.1397 17.0599
O 7.4131 7.802 15.0492
O 1.214 10.3018 21.2354
O 10.0337 8.1932 18.3536
O 3.9523 0.8499 21.083
O 0.358 5.262 10.8799
O 6.713 1.5647 9.6033
O 4.7889 8.6915 14.6871

Results
free energy: -135861.617 eV
free energy less fixed offsets of O -568.88, P -755.39, Si -635.61 eV per atom: -6.507 eV

Forces (eV/angstrom), in the order of the atoms: element, x, y, z
Si 0.0028 -0.0062 -0.0118
Si -0.001 0.0044 -0.0209
Si 0.0046 -0.0016 -0.0192
Si -0.0052 0.0047 -0.0212
Si -0.0011 0.0028 -0.0195
Si -0.0026 -0.0008 -0.0172
Si -0.0037 -0.0012 -0.0158
Si 0.0059 -0.0018 -0.0162
Si 0.0032 -0.0016 0.0039
Si -0.004 0.0016 0.0104
Si -0.0006 -0.0003 0.0105
Si -0.0051 0.0044 0.0072
Si 0.0014 0.0038 0.012
Si 0.0038 -0.0002 0.0057
Si -0.0029 0.0017 0.0075
Si -0.0003 -0.0034 0.0069
Si 0.0001 -0.0016 -0.0123
Si -0.0039 -0.0043 0.0252
Si 0.0036 0.0037 0.0235
Si 0 -0.0012 -0.0121
Si 0.0016 0.0021 0.0061
Si 0.0009 -0.003 -0.0112
Si -0.0007 -0.0024 -0.012
Si -0.0068 -0.0047 0.014
Si 0.0045 -0.0006 0.0108
Si -0.005 -0.003 -0.022
Si -0.0026 -0.0101 -0.0174
Si 0.0007 -0.0018 0.0123
Si 0.0004 0.002 -0.0149
Si 0.0006 0.0036 0.0101
Si -0.0033 0.0006 0.0122
Si 0.0155 0.0066 -0.025
Si 0.0025 -0.0009 0.0013
Si -0.0078 0.0043 0.0032
Si -0.0035 0.0034 0.0016
Si -0.0011 0.0017 0
Si -0.0012 0.0018 0.002
Si 0.0002 -0.0005 0.001
Si 0.0024 0.0005 -0.0002
Si 0.001 -0.001 0.0027
Si 0.006 -0.0052 -0.0021
Si 0.0006 0.0019 0.0011
Si 0.0027 -0.0036 0.0006
Si -0.0014 0.0036 -0.0017
Si -0.0047 0.0013 0.0004
Si -0.0007 -0.0005 0
Si 0.0006 -0.0006 0.0005
Si 0.0003 -0.0037 0
Si -0.005 0.0031 0.0015
Si 0.0037 0.0024 -0.0013
Si -0.0032 0.0032 -0.0001
Si -0.0023 0.0042 0.0021
Si 0.0004 -0.0004 -0.0019
Si 0.0051 -0.0061 0.0039
Si -0.0009 -0.0005 0.0006
Si -0.0024 0.0029 0.0004
Si 0.0103 -0.008 -0.0073
Si -0.0058 -0.0051 -0.0051
Si -0.0033 0.005 -0.0097
Si -0.0108 0.0029 -0.0084
Si 0.0033 -0.0031 -0.0035
Si 0.0017 0.0085 -0.0107
Si 0.0052 -0.0083 -0.0036
Si -0.0026 0.001 -0.0074
Si 0.0074 0.0055 0.0188
Si -0.0041 0.0067 -0.0124
Si -0.0166 -0.0185 0.0355
Si 0.0161 0.0057 -0.0153
Si -0.0029 0.0043 -0.0189
Si 0.0006 -0.008 0.0156
Si -0.0204 0.0011 -0.0152
Si -0.0052 -0.0143 0.0229
Si -0.0221 0.0222 -0.0573
Si -0.017 0.004 -0.0029
Si 0.0103 0.0176 -0.0474
Si -0.0249 0.0067 -0.0251
Si -0.004 0.0086 -0.0079
Si 0.0061 0.0093 -0.0283
Si -0.003 0.0092 0.0143
Si 0.0094 0.0016 -0.0383
Si 0.0137 -0.0162 -0.0081
Si -0.0106 -0.0049 0.0088
P 0.0549 -0.0299 0.0361
Si 0.0001 -0.0177 0.0166
Si -0.0002 0.002 -0.0037
Si 0.0126 0.0059 -0.0169
Si 0.0063 0.0033 0.0083
Si -0.0109 0.0004 -0.0366
Si 0.0312 -0.0026 0.0433
Si 0.0147 -0.0397 0.0323
Si -0.0001 0.0105 0.0809
Si -0.0093 0.0002 0.055
Si -0.0111 0.0031 0.0572
Si -0.0032 -0.0166 0.0447
Si 0.0001 -0.0128 -0.0035
Si -0.0025 0.0197 0.1016
O 0.0229 0.0227 -0.0236
O 0.0077 -0.0105 -0.0187
O 0.0006 0.001 0.003
O 0.0012 0.0013 -0.0024
O -0.0128 0.0015 0.006
O -0.0007 -0.0171 -0.0141
O -0.0002 -0.001 0.003
O -0.0002 -0.0025 0.0017
O 0.0197 -0.0152 -0.0208
O -0.0141 -0.0183 -0.0188
O -0.0123 0.0091 -0.0246
O -0.0096 0.0298 -0.0234
O -0.0087 0.0102 -0.0246
O -0.0244 0.0131 -0.0447
O 0.0058 -0.0006 -0.0603
O 0.001 0.018 -0.0102
O 0.0081 -0.0071 0.0128
O 0.0072 -0.0077 0.0142
O 0.0066 -0.009 0.0152
O -0.0063 0.008 0.0149
O -0.0093 0.0071 0.0154
O 0.0092 -0.0068 0.0147
O -0.0092 0.007 0.0131
O -0.0061 0.008 0.0098
Si 0.0003 -0.0014 -0.0161
Si 0.0007 -0.0008 0.0086
Si -0.002 -0.0004 0.0087
Si -0.002 0.0027 -0.015
Si 0.0048 -0.0007 0.0118
Si 0.0017 -0.0011 0.0041
Si 0.0006 0.003 0.0087
Si 0.0023 -0.0019 -0.0105
Si 0.0079 0.001 0.0215
Si 0.0009 0.0014 -0.0017
Si 0.0015 -0.0002 0.0011
Si 0.0004 0.0003 -0.0064
Si 0.0069 0.0023 0.0247
Si -0.0028 0.0019 -0.0092
Si -0.0003 -0.0105 0.0252
Si -0.0006 -0.0017 -0.0026
Si -0.0003 -0.0014 0.0118
Si 0.0019 -0.0021 -0.0141
Si -0.0056 -0.0188 0.0318
Si 0.0005 0 0.0018
Si -0.0004 -0.0001 0.0026
Si 0.0005 0.0027 0.0074
Si 0.0019 -0.0011 -0.0024
Si -0.0124 -0.0033 0.0324
Si 0.0038 -0.0029 0.018
Si -0.0011 -0.001 -0.0002
Si 0.002 0.0007 -0.0092
Si -0.0038 0.0053 0.0114
Si -0.0003 0.0011 0.0088
Si -0.001 -0.0001 0.0007
Si -0.0001 0.0002 0.0065
Si 0.0004 -0.0002 0.0056
Si -0.0003 -0.001 0.0143
Si 0.0007 -0.0013 0.0098
Si 0.0008 0.0002 0.0046
Si -0.0002 -0.0009 -0.0136
Si 0.0007 0.0005 -0.0016
O 0.0017 0.0066 -0.0079
O -0.0002 0.0004 0.0004
O 0.0001 0.0009 -0.0065
O -0.0001 -0.0007 -0.0056
O -0.001 0 -0.0008
O -0.0003 -0.0001 -0.0032
O 0.0003 0 0.0006
O 0.0021 0.0002 0.0014
O 0.0001 0 0.0022
O -0.0006 0.0003 -0.0001
O 0.0007 -0.0004 -0.0032
O -0.0019 0.0019 0.0017
O -0.0014 -0.0018 -0.0068
O 0.0011 -0.001 0.003
O 0.0002 -0.0003 -0.0035
O 0.0005 -0.0007 0.006
O 0.0013 0.0005 -0.0008
O 0.0005 0.0002 0.0003
O -0.0001 0.0001 -0.004
O 0 0.0007 0.0039
O 0.0002 -0.001 -0.0016
O -0.0013 -0.0005 0.002
O 0.0031 0.0015 0.003
O 0.0004 -0.0004 -0.0037
O 0.0003 -0.0002 0.0039
O -0.0003 0.0003 -0.0007
O -0.0017 0.0022 0.0037
O -0.0002 0.0005 -0.0006
O 0.0028 0.0005 -0.0059
O -0.0004 -0.0003 -0.0003
O 0.0011 0.005 -0.009
O -0.0008 0.0003 0.0004
O -0.0013 0.0011 -0.0052
O 0.0062 0.0073 -0.0047
O 0 0.0005 -0.0039
O 0.0003 0.0012 0.0011
O -0.0003 -0.0015 -0.0053
O -0.0003 0.0001 -0.0024
O -0.0003 -0.0011 -0.0052
O -0.0004 -0.0004 -0.0026
O 0.0026 -0.0033 -0.0079
O 0.0022 -0.0081 -0.009
O 0.0007 -0.0004 -0.0058
O 0.0002 0.0005 -0.0018
O 0 0.0002 -0.0026
O 0.0002 0.0009 -0.004
O -0.0009 0.001 -0.0059
O 0.0004 0.0008 -0.0025
O -0.0001 0.0001 -0.0039
O -0.0014 -0.0031 0.0029
O -0.004 -0.0021 0.008
O -0.0033 -0.0015 -0.0234
O 0.0002 0.0004 -0.001
O 0.0015 -0.0001 -0.0046
O -0.0041 0.0026 -0.0079
O 0.0021 0.0039 0.0074
O 0.0003 0.0014 -0.0046
O 0.0008 -0.0015 -0.005
O 0 0.0004 -0.0009
O -0.0002 0.0016 -0.0035
O 0.0002 -0.0048 0.0094
O -0.0003 0.0012 0.0011
O 0.0014 0.0032 0.0115
O -0.005 0.0044 -0.0159
O 0.0058 0.0032 -0.0082
O 0.0004 0.0006 -0.0034

The program warned: the cutoff lies below the one the program advises for these potential files; the exchange-correlation potential is rough where the density is thin.
